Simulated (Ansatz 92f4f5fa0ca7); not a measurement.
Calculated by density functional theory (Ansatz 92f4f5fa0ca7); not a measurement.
Periodic cell of 130 atoms, Si86O44, from a study of silicon, its oxide and their interface. The atomic structure is a simulated model.

Settings
functional: r2SCAN
potential files: Ansatz norm-conserving
basis: plane waves
wave-function cutoff: 1300 eV
density cutoff ratio: 4
exchange-correlation grid ratio: 1
k mesh: 2 x 2 x 1, shifted by 0.5 0.5 0.5 of a step
self-consistency stop: 5e-08 eV per atom in the density residual
occupations: Fermi-Dirac, 0.05 eV
spin: none
net charge: 0

Cell vectors (angstrom)
a, 10.88, 0, 0
b, 0, 10.88, 0
c, 0, 0, 19.7141

Atoms: element, x, y, z (angstrom)
Si, 0.7031, -0.6584, -0.2756
Si, 2.8945, 2.2421, 0.3891
Si, -0.4821, 5.5697, -0.2523
Si, 2.4983, 8.5342, 0.1068
Si, 5.0304, 0.1296, 0.2908
Si, 7.8574, 2.8772, 0.5353
Si, 5.4259, 4.7038, 0.0082
Si, 7.7779, 7.4439, -0.4367
Si, 1.2666, 1.0103, 1.4428
Si, 4.0089, 3.8613, 1.6371
Si, 1.2571, 6.7681, 1.1357
Si, 3.8865, 9.5471, 1.6874
Si, 6.6769, 1.2377, 1.6213
Si, 9.5164, 4.1432, 1.4781
Si, 6.5362, 6.5152, 1.3045
Si, 9.627, 9.5486, 1.0366
Si, 0.0036, 2.6354, 2.7132
Si, 2.6008, -0.0201, 3.0435
Si, -0.0642, 8.1229, 2.6098
Si, 2.6127, 5.4162, 2.6935
Si, 5.4146, 2.6416, 2.9958
Si, 8.2737, -0.1008, 2.6649
Si, 5.3774, 8.0775, 2.7406
Si, 8.0809, 5.4308, 2.7814
Si, 1.3355, 4.0409, 4.1174
Si, 4.0155, 1.3482, 4.2975
Si, 1.2166, 9.4121, 4.1934
Si, 4.0054, 6.7501, 4.1212
Si, 6.8296, 4.0528, 4.2345
Si, 9.5157, 1.3252, 4.1244
Si, 6.873, 9.4349, 4.053
Si, 9.4767, 6.8269, 4.0668
Si, 0.0027, 0.0125, 5.5667
Si, 2.7082, 2.763, 5.5945
Si, -0.0316, 5.4663, 5.4269
Si, 2.6303, 8.1018, 5.5117
Si, 5.5321, -0.0037, 5.4103
Si, 8.2328, 2.7134, 5.5539
Si, 5.4519, 5.4589, 5.514
Si, 8.2177, 8.1498, 5.5256
Si, 1.3795, 1.4082, 6.9796
Si, 4.1199, 4.126, 6.9065
Si, 1.2584, 6.7715, 6.9201
Si, 4.0683, 9.5797, 6.6646
Si, 6.8672, 1.3382, 6.8513
Si, 9.5838, 4.1487, 6.8881
Si, 6.8603, 6.7925, 6.888
Si, 9.6111, 9.4747, 6.9215
Si, 0.0929, 2.9062, 8.3306
Si, 2.885, 0.0032, 8.2365
Si, 0.1005, 8.2213, 8.4548
Si, 2.7164, 5.481, 8.2245
Si, 5.6187, 2.8341, 8.1971
Si, 8.237, -0.0377, 8.1845
Si, 5.3775, 8.242, 7.9931
Si, 8.3397, 5.5424, 8.3578
Si, 1.5587, 4.1974, 9.832
Si, 4.3381, 1.4602, 9.5074
Si, 1.9701, 9.2183, 9.737
Si, 3.7881, 7.216, 9.3582
Si, 6.8452, 4.29, 9.6924
Si, 9.6516, 1.3424, 9.4503
Si, 6.7607, 9.4913, 9.3567
Si, 9.7042, 6.8163, 9.9433
Si, 0.9418, 0.0437, 11.2858
Si, 2.9297, 2.5538, 10.9817
Si, 0.5192, 5.8689, 11.3458
Si, 4.4296, 4.8055, 12.4507
Si, 5.7307, 0.0704, 10.8326
Si, 8.1468, 3.2411, 11.4244
Si, 5.361, 5.9642, 10.5952
Si, 6.9884, 7.7756, 10.9713
Si, 5.8, 5.7639, 14.9498
Si, 4.0583, 4.021, 16.8161
Si, 2.6651, 7.0213, 13.1642
Si, 7.4868, 1.0602, 13.3219
Si, 8.2813, 13.0288, 17.5137
Si, -0.8296, 0.8159, 13.6733
Si, 4.8686, -1.8763, 12.5947
Si, -1.1321, 3.8351, 12.993
Si, 4.257, -2.5198, 15.1267
Si, -0.1196, 11.7734, 16.6627
Si, 1.2454, 3.5825, 17.6724
Si, 8.075, 4.3109, 15.5582
Si, 16.0204, -2.2524, 18.1104
Si, 6.0598, 12.9446, 15.7662
O, 0.497, -0.0911, -1.8971
O, -2.4475, -2.0228, 0.0581
O, 4.0355, 1.2879, -0.3922
O, 4.5713, -1.2974, -5.6228
O, 0.2555, 4.784, -1.5223
O, -1.7972, 6.4575, -0.8384
O, 2.4408, 4.1301, -3.0036
O, 3.8599, 7.9868, -0.7978
O, 9.1927, 4.4351, -5.298
O, 4.4709, -2.0297, -3.078
O, 8.6784, 2.075, -0.6488
O, 8.6326, 3.6607, -2.7721
O, 4.5646, 4.4203, -1.397
O, 4.6329, 5.2031, -3.8162
O, 6.5466, 7.7467, -1.5489
O, -0.0571, 0.4246, 15.0962
O, 3.9014, 3.2473, 12.1745
O, 1.9515, 1.3488, 11.5695
O, 5.4544, 7.3213, 14.7898
O, 0.0213, 4.8714, 12.5411
O, -2.031, 1.8886, 10.7635
O, 1.3043, 7.0607, 12.2569
O, 3.1164, 5.4615, 13.1996
O, 4.4594, -0.7725, 11.4814
O, 6.7985, 0.1991, 12.0861
O, 8.5927, 7.4234, 11.0937
O, 6.3901, 8.4154, 12.3853
O, 9.1531, 0.9924, 16.8244
O, 7.3148, 2.5811, 12.6939
O, -4.0367, 3.3437, 15.1676
O, 5.6815, 5.0065, 13.5039
O, 0.4791, 2.4028, 16.8702
O, 1.9811, 2.9883, 18.9747
O, 7.2994, 5.7484, 15.6137
O, 2.7902, 7.6945, 14.687
O, 6.7949, 3.8365, 19.4047
O, 10.8355, 11.2185, 10.0044
O, 17.6199, 12.61, 17.2094
O, -0.0412, -0.1722, 12.5906
O, -0.4727, 2.3737, 13.3017
O, 6.4123, 0.9466, 14.6258
O, 4.5484, 2.5716, 16.1624
O, 5.5429, -0.7911, 18.7277
O, -7.0629, 7.7987, 12.3296

Results
free energy: -30557.591 eV
free energy less fixed offsets of O -463.61, Si -117.95 eV per atom: -15.051 eV
pressure: -1.89 GPa
stress xx, yy, zz, yz, xz, xy (GPa, positive in tension): 2.85, 0.86, 1.96, 1.73, 1.75, -0.67

Forces (eV/angstrom), in the order of the atoms: element, x, y, z
Si, -0.5847, 0.7325, -0.881
Si, 0.0187, -0.0285, -0.624
Si, -0.0862, -0.1351, -0.2111
Si, 1.0104, -0.5465, 0.1888
Si, 0.181, 0.2119, -0.9518
Si, -0.0783, -0.0576, -0.8232
Si, -0.2885, -0.6214, -0.2838
Si, 0.0087, 0.011, 0.444
Si, 0.1588, 0.1274, -0.0046
Si, -0.0764, -0.0533, -0.4045
Si, -0.2182, -0.0469, -0.1012
Si, -0.021, 0.0531, 0.0337
Si, -0.2423, -0.0296, -0.1713
Si, 0.1292, -0.0341, -0.0037
Si, -0.0072, 0.0044, -0.2946
Si, -0.5416, -0.4611, -0.4157
Si, -0.0141, -0.0269, -0.0738
Si, -0.0524, -0.1527, 0.065
Si, 0.0569, 0.2135, -0.1632
Si, 0.1132, 0.087, -0.2029
Si, 0.047, -0.0157, 0.208
Si, 0.0528, 0.1302, 0.0818
Si, 0.1691, -0.1398, -0.1356
Si, -0.1878, 0.0841, 0.1634
Si, 0.0242, -0.0889, -0.043
Si, 0.0568, 0.1812, -0.0539
Si, 0.1131, 0.0774, -0.0775
Si, -0.0015, 0.0899, 0.0221
Si, -0.0366, 0.0129, -0.0939
Si, 0.0929, 0.0081, 0.0319
Si, 0.0793, -0.0438, -0.0702
Si, -0.115, -0.1024, -0.0913
Si, 0.0117, -0.0159, -0.0058
Si, 0.0743, 0.0406, 0.0976
Si, -0.0648, 0.0172, -0.0024
Si, 0.0259, 0.0296, 0.0082
Si, -0.0717, -0.0197, 0.0569
Si, 0.0301, 0.0014, -0.0642
Si, -0.0356, -0.1291, -0.0305
Si, -0.0056, 0.0702, 0.0051
Si, 0.0608, -0.1813, 0.1388
Si, 0.1484, 0.1668, -0.0159
Si, 0.097, -0.0846, -0.0244
Si, 0.0284, -0.0821, -0.0033
Si, -0.0161, -0.0089, 0.0127
Si, -0.0226, -0.0137, 0.1316
Si, 0.054, 0.0159, 0.1089
Si, 0.0383, 0.1426, 0.0728
Si, -0.0083, 0.1827, 0.011
Si, 0.1464, -0.0492, 0.1672
Si, 0.2387, 0.0571, 0.1181
Si, -0.0675, -0.0102, -0.0244
Si, 0.1175, 0.1267, 0.1206
Si, 0.0032, 0.0231, -0.133
Si, -0.2156, 0.117, -0.0702
Si, -0.1101, -0.1749, -0.0106
Si, 0.1222, 0.2183, 0.1016
Si, 0.0567, -0.0592, 0.1335
Si, 0.0288, -0.1578, -0.2839
Si, -0.2615, 0.2551, -0.1421
Si, -0.4169, 0.1384, -0.4821
Si, 0.2717, -0.3789, 0.1481
Si, -0.0226, -0.0823, 0.3157
Si, -0.6813, 0.4532, 0.3536
Si, 0.3495, 0.2655, -0.4006
Si, 0.0749, 0.1639, 0.4046
Si, 0.2006, -0.4678, 0.3672
Si, 0.0542, -0.2106, 0.3864
Si, -0.2569, -0.2199, -0.3474
Si, -0.2627, -0.4638, 0.3354
Si, 0.431, -0.1441, 0.3185
Si, -0.064, -0.0249, 0.4145
Si, -0.0419, 0.0639, -0.0048
Si, 0.0257, 0.138, -0.2522
Si, 0.2066, -0.1635, 0.4069
Si, -1.2055, -0.0572, -0.0911
Si, -0.0505, -0.0314, 0.0222
Si, 0.4832, -0.3395, 0.0166
Si, 0.1469, -0.0028, 0.2751
Si, 0.4289, 0.8511, 0.3915
Si, 0.2203, -0.2055, -0.0358
Si, -0.1934, 0.3007, 0.176
Si, 0.2801, 0.1086, 0.1141
Si, -0.3478, 0.2913, 0.1408
Si, 0.0196, 0.4759, 0.0482
Si, -0.1438, 0.2061, 0.2571
O, 0.1777, -0.2777, 0.8092
O, 0.5918, 0.2422, 0.2112
O, -0.2322, 0.0231, 0.9231
O, -0.0342, -0.3575, -0.2985
O, -0.1931, 0.0582, 0.2141
O, 0.0862, 0.1069, 0.1343
O, -0.108, -0.1777, 0.3777
O, -0.6301, 0.0943, 0.1647
O, 0.0955, -0.4585, -0.3202
O, 0.1723, -0.1223, 0.1385
O, -0.104, 0.0906, -0.035
O, -0.0948, -0.1997, -0.1579
O, 0.3455, 0.1986, 0.2563
O, 0.1971, -0.0599, 0.0283
O, 0.0413, 0.0533, 0.0894
O, -0.0091, 0.192, -0.1697
O, -0.0958, 0.2958, -0.5526
O, -0.5103, -0.4831, 0.0008
O, -0.288, 0.0937, -0.0269
O, -0.1049, -0.0056, -0.0477
O, -0.1238, 0.452, -0.2677
O, -0.1132, -0.3425, -0.2708
O, 0.0537, 0.2604, -0.2434
O, 0.4644, -0.0745, 0.4555
O, 0.1475, 0.3915, 0.2987
O, 0.3973, -0.4401, -0.4631
O, -0.3741, 0.135, -0.3238
O, 0.0924, 0.1084, -0.0745
O, 0.0313, -0.3544, 0.05
O, 0.1211, -0.0583, 0.1096
O, -0.1967, -0.0402, -0.0602
O, -0.0283, -0.2435, 0.0345
O, 0.0395, -0.0216, -0.016
O, -0.0509, -0.4783, -0.0708
O, 0.1287, -0.0331, -0.4697
O, 0.0321, 0.0654, 0.573
O, -0.0571, 0.218, 0.446
O, 0.2473, 0.1132, -0.1961
O, 0.0342, 0.5138, -0.0597
O, -0.0799, -0.2082, 0.1596
O, 0.4425, 0.1044, -0.3763
O, 0.2031, 0.1877, 0.0977
O, -0.2432, -0.201, 0.1646
O, -0.1323, 0.0531, -0.0508
